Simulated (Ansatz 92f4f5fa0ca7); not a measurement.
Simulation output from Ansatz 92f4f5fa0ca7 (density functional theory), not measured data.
Periodic cell of 268 atoms, Si148O120, from a study of silicon, its oxide and their interface. The atomic structure is a simulated model.
This geometry differs little from another in the collection (a relaxation step or a small displacement).

Settings
functional: r2SCAN
potential files: Ansatz PAW
basis: plane waves
wave-function cutoff: 800 eV
density cutoff ratio: 5
exchange-correlation grid ratio: 1
k mesh: 1 x 1 x 1, shifted by 0.5 0.5 0 of a step
self-consistency stop: 1e-10 eV per atom in the density residual
occupations: fixed
spin: none
net charge: 0

Cell vectors (angstrom)
a	10.88	0	0
b	0	10.88	0
c	0	0	37.5246

Atoms: element, x, y, z (angstrom)
Si	-0.453	0.2588	-0.1336
Si	2.9184	2.435	0.1079
Si	-0.412	5.7818	0.1538
Si	2.7281	7.8623	-0.1758
Si	5.138	0.2402	0.0867
Si	8.2994	2.5911	-0.251
Si	5.104	5.769	-0.2139
Si	8.1908	8.1199	0.0699
Si	1.212	1.3188	1.2295
Si	4.0597	4.1476	1.2103
Si	1.2946	6.8194	1.3389
Si	3.9043	9.4719	1.1886
Si	6.7616	1.4666	1.2198
Si	9.3848	4.0623	1.2553
Si	6.5972	6.8803	1.2428
Si	9.3857	9.6552	1.345
Si	-0.075	2.7417	2.6041
Si	2.5807	-0.0432	2.5928
Si	-0.0551	8.2569	2.6267
Si	2.6696	5.4317	2.6297
Si	5.4251	2.8174	2.5994
Si	8.0372	0.1064	2.6693
Si	5.2996	8.2202	2.6313
Si	8.0079	5.4654	2.5729
Si	1.3082	4.0751	3.9662
Si	4.0244	1.3733	3.8765
Si	1.3018	9.5267	4.0374
Si	4.0127	6.8087	3.9896
Si	6.7508	4.1199	4.0129
Si	9.4634	1.4024	3.9967
Si	6.7043	9.5666	3.9738
Si	9.4499	6.8233	3.8992
Si	-0.0546	0.0248	5.3434
Si	2.6913	2.7124	5.2913
Si	-0.0471	5.4691	5.2912
Si	2.679	8.1598	5.3653
Si	5.3702	0.0468	5.3193
Si	8.1252	2.7595	5.3573
Si	5.3972	5.4687	5.3477
Si	8.1207	8.1904	5.2813
Si	1.3527	1.3509	6.6629
Si	4.0565	4.0667	6.6701
Si	1.3339	6.7797	6.6989
Si	4.065	9.5281	6.6903
Si	6.7693	1.3735	6.6931
Si	9.5186	4.1001	6.6839
Si	6.8027	6.8227	6.657
Si	9.493	9.514	6.6824
Si	0.02	2.7165	8.0101
Si	2.7038	-0.0011	8.0345
Si	0.0013	8.1629	8.0455
Si	2.7337	5.4249	8.048
Si	5.4169	2.7294	8.0531
Si	8.149	-0.0011	8.0396
Si	5.4719	8.1725	8.0208
Si	8.1676	5.4719	8.0194
Si	1.4098	4.0136	9.3822
Si	4.074	1.3284	9.4007
Si	1.4014	9.4947	9.4086
Si	4.1509	6.7916	9.3782
Si	6.8061	4.116	9.3642
Si	9.5589	1.3469	9.3689
Si	6.8249	9.5005	9.4114
Si	9.5518	6.7835	9.3979
Si	0.0499	-0.0148	10.7514
Si	2.7512	2.6691	10.8008
Si	0.0749	5.3915	10.6898
Si	2.84	8.1588	10.7447
Si	5.4304	-0.0427	10.7469
Si	8.1841	2.743	10.6584
Si	5.5031	5.4614	10.7952
Si	8.2117	8.1432	10.7665
Si	1.4135	1.2754	12.1793
Si	4.1557	4.0418	12.1093
Si	1.5311	6.6952	11.9866
Si	4.172	9.4759	12.2273
Si	6.8167	1.3746	11.9636
Si	9.5746	4.0514	12.0218
Si	6.8969	6.8129	12.187
Si	9.6052	9.483	12.099
Si	-0.0041	2.6697	13.4113
Si	2.7753	-0.0478	13.6296
Si	0.2128	8.0693	13.2845
Si	2.8492	5.3854	13.4877
Si	5.5378	2.7007	13.43
Si	8.1675	0.0328	13.2906
Si	5.6189	8.1494	13.6597
Si	8.3247	5.4413	13.4556
Si	1.1913	4.2045	14.6677
Si	4.3948	1.1901	14.8309
Si	1.7599	9.0206	14.7816
Si	4.0759	6.8655	14.9021
Si	7.161	3.8524	14.6886
Si	9.2477	1.5446	14.6848
Si	6.7136	9.9349	14.8377
Si	10.0253	6.5463	14.6757
Si	-1.7543	0.7222	19.6615
Si	7.8263	17.7614	18.8613
Si	-4.5666	4.7961	19.9434
Si	1.7824	9.8496	21.2111
Si	8.777	10.5709	17.0143
Si	-0.1821	-2.546	16.9782
Si	-0.9995	6.2716	29.2491
Si	0.5141	10.4797	23.9391
Si	-2.4528	7.5602	26.8141
Si	12.1153	1.3972	19.3252
Si	11.0754	7.4095	21.4824
Si	5.9371	16.4705	17.0678
Si	7.8997	13.6665	21.5315
Si	-4.3766	14.3545	23.9527
Si	2.6504	2.5815	16.9994
Si	6.9705	8.8755	23.2805
Si	1.5094	7.6507	24.2372
Si	10.7652	6.0515	18.9195
Si	2.0867	15.0087	19.302
Si	3.6734	15.0623	24.3969
Si	3.834	5.4166	21.4921
Si	3.9703	19.179	22.5742
Si	12.0692	13.1807	25.1315
Si	9.2972	3.572	24.0548
Si	7.8527	16.9277	24.3523
Si	1.6337	11.4937	27.7035
Si	1.9607	13.1761	30.1182
Si	8.7101	14.3202	28.8908
Si	8.6328	-1.8991	20.806
Si	5.9523	10.3937	32.5589
Si	13.6809	17.1579	26.3288
Si	9.9869	6.204	34.9787
Si	0.4942	8.9379	35.2894
Si	6.5061	9.4614	35.3221
Si	3.2485	19.7709	27.8704
Si	19.3774	10.6201	31.023
Si	9.4129	11.4597	28.0419
Si	4.438	19.1269	33.6675
Si	-7.8008	15.8293	29.1131
Si	-2.1353	10.0626	25.3562
Si	1.9443	9.3447	32.7414
Si	3.2148	11.9485	32.5308
Si	3.4431	5.3119	33.0825
Si	1.857	18.2966	30.1725
Si	7.228	4.7205	35.1466
Si	-4.7692	18.8506	28.6501
Si	2.4338	3.055	34.6796
Si	-4.7731	15.7229	29.2242
Si	0.5346	15.3546	33.016
Si	6.3553	5.3148	32.2206
Si	7.8397	7.7097	31.1205
Si	9.9648	13.1573	31.2447
O	0.9617	3.4589	-3.3442
O	-1.4868	1.4286	-0.6869
O	2.2847	2.9998	-1.2649
O	-7.3841	4.2215	-3.2454
O	-0.3413	5.7244	-3.9886
O	-0.0314	5.4182	-1.4053
O	-4.1423	19.1774	-7.4315
O	1.8226	8.3637	-1.4614
O	4.0327	1.3453	-0.3888
O	5.818	-0.3113	-1.2744
O	6.8291	4.5101	-3.958
O	4.7347	5.1321	-5.3894
O	5.9357	5.2673	-1.5455
O	3.8621	6.7634	-0.6752
O	9.3257	6.9486	-0.0623
O	0.0776	6.134	20.5237
O	0.1661	5.3686	15.208
O	3.8906	1.9067	16.2159
O	1.8202	0.0783	20.0486
O	2.9486	7.9928	15.2443
O	0.9468	9.1738	16.1828
O	3.1021	3.6927	18.0979
O	1.1986	8.4268	20.7148
O	4.6296	6.2265	16.3227
O	12.6049	3.3284	15.918
O	6.5888	4.5711	16.0164
O	9.6196	0.6696	16.0169
O	5.4972	10.9457	15.2639
O	7.586	9.8014	16.2214
O	5.7175	4.7162	18.4263
O	9.7227	7.4551	16.0037
O	-0.3745	1.4667	19.305
O	5.3719	8.7615	23.1998
O	-3.2117	18.3208	23.5707
O	-1.294	7.9873	21.6264
O	5.1416	4.6174	21.0093
O	1.8046	1.4474	17.7997
O	0.7467	10.326	22.3584
O	3.2735	9.5482	21.7901
O	8.2155	12.3022	20.7743
O	8.197	13.5742	15.2005
O	-1.0913	-1.4008	17.6264
O	-1.6918	3.1765	22.4642
O	1.3496	11.7999	24.3132
O	1.4568	6.5735	25.4484
O	5.0062	3.237	24.5203
O	8.0969	8.3666	19.4013
O	8.2572	11.4083	18.3001
O	2.7176	16.059	20.3418
O	17.8443	6.2621	20.0793
O	3.0536	7.8467	23.8167
O	11.321	7.3471	18.0992
O	19.5074	0.0601	26.7123
O	1.7234	13.6303	20.0839
O	6.6219	13.5784	22.53
O	9.1958	19.4551	25.8197
O	7.5089	14.662	20.3143
O	0.7112	7.0529	22.9644
O	-3.939	6.8065	17.4953
O	4.114	7.007	21.5996
O	-1.3387	-0.6631	20.3559
O	7.8839	13.9243	24.7521
O	7.4544	9.3942	21.8229
O	3.4317	4.7793	22.9126
O	14.2268	7.743	26.7332
O	7.8202	6.3322	25.9503
O	9.1729	5.9975	18.6048
O	0.7662	15.6257	18.5564
O	2.6411	10.2772	27.2507
O	0.4562	-4.1875	29.8055
O	12.3186	12.7333	26.6663
O	-3.4989	9.9098	24.476
O	0.9807	19.9961	24.6802
O	-1.0324	21.5826	24.3519
O	11.289	12.8154	30.3895
O	19.6661	10.8212	29.4191
O	13.8151	13.0973	31.4174
O	13.2354	3.33	24.7436
O	9.754	15.5733	28.8891
O	9.2342	16.0893	24.0938
O	6.7043	4.7723	30.7362
O	-1.3728	7.0866	27.9086
O	2.1888	10.7791	32.0427
O	2.3937	12.1041	28.9971
O	7.2227	14.8295	28.4336
O	-4.2476	15.9814	23.8342
O	10.6146	2.9806	24.7901
O	8.7056	13.6963	30.3855
O	6.8434	10.2525	33.9344
O	9.4342	11.7131	31.8268
O	3.0131	17.1466	30.0816
O	10.981	10.9916	27.9713
O	-3.6998	19.2261	27.4948
O	5.4203	8.3042	34.9487
O	2.8601	12.5298	34.0012
O	-3.9483	21.7693	31.377
O	14.7195	27.178	25.4341
O	2.526	5.4163	27.6608
O	13.0796	19.405	29.0498
O	10.4257	14.4416	32.1221
O	4.7709	8.8736	28.4704
O	3.7188	17.6911	33.6131
O	9.2423	23.9647	27.9787
O	8.7061	9.0531	31.5234
O	5.265	8.902	32.4016
O	-2.463	5.8225	35.1205
O	-2.0506	6.658	30.4071
O	2.0557	14.6947	29.6024
O	4.577	15.1849	29.0944
O	0.6925	9.3657	33.7393
O	0.0092	10.2559	36.0934
O	4.7576	11.4847	32.5872
O	-3.1623	8.7606	36.1391
O	3.1839	9.2409	33.7838
O	7.0622	6.8116	32.2714
O	7.7393	3.3559	35.9082
O	1.8381	19.0476	31.6193
O	10.2445	7.7888	35.1494
O	5.9642	17.2275	28.6146
O	1.946	5.1028	32.4187

Results
free energy: -163110.362 eV
free energy less fixed offsets of O -570.45, Si -639.56 eV per atom: -1.482 eV

Forces (eV/angstrom), in the order of the atoms: element, x, y, z
Si	0.0099	-0.0097	-0.0315
Si	-0.0042	0.0029	-0.0263
Si	0.0049	-0.0009	-0.0329
Si	-0.0057	0.0008	-0.035
Si	-0.0071	0.004	-0.0281
Si	-0.0018	0.007	-0.0364
Si	0.0076	-0.0045	-0.0357
Si	0.0032	0.0051	-0.0483
Si	-0.0006	-0.0027	0.0015
Si	0.0013	-0.0001	0.0046
Si	-0.0008	0.0012	0.0062
Si	-0.0019	-0.0014	0.0056
Si	-0.0001	0.0038	0.0047
Si	-0.0009	-0.0004	0.0065
Si	-0.0019	-0.0058	0.0085
Si	0.0026	-0.0001	0.0068
Si	0.0013	0.0028	0.0012
Si	0.0022	0.0014	0.0015
Si	0.0023	0.0012	0.0003
Si	-0.0008	-0.0008	0.003
Si	-0.0027	-0.0008	0.0012
Si	-0.0035	-0.0014	0.0031
Si	0	0.0045	0.0025
Si	-0.0011	-0.0006	-0.0011
Si	0.0003	0.0003	0
Si	-0.0002	-0.0008	-0.0013
Si	-0.0007	-0.0001	-0.0002
Si	0.0002	-0.0002	0.0009
Si	0.0014	0.0014	-0.0005
Si	-0.0002	0.0008	0.0014
Si	-0.001	0.0006	0.0004
Si	-0.0002	0.0005	0.0018
Si	-0.0002	-0.0003	0.0007
Si	-0.0005	0.0012	-0.0004
Si	0.0002	-0.0006	-0.0007
Si	0.0002	0.001	0.0003
Si	-0.0003	-0.0007	-0.0002
Si	0.0007	0	-0.0002
Si	-0.0013	-0.001	0.0001
Si	-0.0003	0	-0.0001
Si	0.0001	0.0002	0.0003
Si	-0.0003	0.0008	-0.0002
Si	-0.0002	0.0003	0
Si	-0.0005	0.0008	0.0006
Si	-0.0006	0.0006	0.0005
Si	-0.0004	0.001	0.0002
Si	0.0012	0.0004	0
Si	-0.0003	0.0004	-0.0003
Si	0	0.0007	-0.0003
Si	-0.0003	-0.0004	0.0007
Si	-0.0003	0.0005	0.0006
Si	0.0005	-0.0008	-0.0002
Si	-0.0005	0.001	0.0002
Si	0.0004	0.0004	-0.0003
Si	0.0001	0.0007	-0.0001
Si	-0.0001	-0.0002	0.0002
Si	-0.0003	0.0011	-0.0002
Si	-0.0003	-0.0012	-0.0002
Si	0.0009	0.0004	0.0001
Si	-0.0004	0.0017	-0.0001
Si	0.0009	0.0001	-0.0005
Si	0.0008	0.0001	-0.0002
Si	-0.0007	-0.0007	0.0001
Si	-0.0006	-0.0001	-0.0008
Si	-0.0023	-0.0001	0.0004
Si	0.0008	0.0003	-0.0001
Si	0.0013	-0.0011	0.0015
Si	-0.0006	-0.0011	0.0026
Si	0.0002	0.0009	0.0025
Si	-0.0009	0.0004	0.0001
Si	0.0006	-0.0008	-0.0006
Si	0.0012	0.0011	0.0004
Si	0.0012	-0.0004	0.0006
Si	-0.0023	0.002	0.0017
Si	0.002	0.0011	0.0005
Si	0.0004	-0.001	0.0014
Si	0.0001	-0.0029	0.0001
Si	0.0013	0.0014	-0.0014
Si	-0.0023	0.002	0.0008
Si	-0.001	0	-0.001
Si	-0.0006	0.0011	0.0065
Si	0.0011	-0.0011	0.006
Si	0.0045	-0.0008	0.0033
Si	-0.0001	0.0019	0.0036
Si	0.0011	-0.0008	0.0044
Si	-0.0021	-0.0009	0.0046
Si	-0.0019	0.0002	0.0057
Si	0.0017	-0.0007	0.007
Si	0.0022	0.0066	-0.0343
Si	0.0029	-0.0054	-0.036
Si	0.0034	-0.0039	-0.0434
Si	-0.0071	0.0035	-0.0484
Si	-0.0056	0.0049	-0.0294
Si	-0.0011	0.0025	-0.0307
Si	-0.006	-0.0004	-0.0366
Si	0.0037	0.0017	-0.0348
Si	0.0008	-0.0018	-0.0431
Si	-0.0024	-0.0052	-0.0373
Si	-0.0029	0.0094	-0.04
Si	-0.0001	0.0043	-0.0385
Si	-0.0032	-0.0004	-0.0491
Si	0.0023	0.0024	-0.0471
Si	-0.0032	0.0025	-0.0328
Si	0.0044	-0.0067	-0.0383
Si	-0.0014	-0.0019	-0.0417
Si	0.0024	0.0111	-0.036
Si	-0.0079	-0.0066	-0.04
Si	-0.0086	-0.0018	-0.0521
Si	-0.0002	-0.005	-0.044
Si	-0.0001	-0.0062	-0.0313
Si	0.0071	0.0007	-0.0461
Si	-0.0053	0.0008	-0.0393
Si	0.0013	0.0011	-0.0423
Si	0.0007	0.0064	-0.0407
Si	-0.0016	-0.0108	-0.0378
Si	0.0044	-0.0012	-0.039
Si	0.0003	-0.0063	-0.0435
Si	0.0002	-0.0008	-0.0302
Si	-0.003	0.0026	-0.0404
Si	-0.0055	-0.0027	-0.0351
Si	-0.0026	-0.0025	-0.036
Si	-0.0061	0.002	-0.0375
Si	-0.0006	-0.002	-0.034
Si	0.0007	-0.0046	-0.0287
Si	0.0069	-0.0031	-0.0405
Si	0.0015	0.0032	-0.0323
Si	-0.0033	-0.0017	-0.0472
Si	-0.0016	-0.0012	-0.04
Si	-0.0022	0.0019	-0.0427
Si	-0.0031	-0.0024	-0.0477
Si	0.0003	-0.0039	-0.0337
Si	0.0053	0	-0.0329
Si	0.0002	-0.0047	-0.0379
Si	-0.0034	0.0017	-0.0308
Si	-0.0038	0.0044	-0.0337
Si	-0.0041	-0.002	-0.0398
Si	0.0023	-0.0033	-0.0343
Si	-0.0016	0.0002	-0.0316
Si	0.0016	0.0018	-0.031
Si	0.0013	-0.0034	-0.037
Si	-0.0025	0.005	-0.0458
Si	-0.0008	0.0053	-0.0319
Si	0	-0.0015	-0.0437
Si	-0.002	0.0026	-0.0315
Si	-0.0007	-0.0066	-0.0309
Si	-0.0001	0.0049	-0.0392
Si	0.002	-0.0006	-0.0307
Si	-0.0052	-0.0075	-0.0285
O	0.0034	-0.0023	0.0171
O	-0.008	-0.0019	0.0261
O	0.0025	-0.0044	0.0355
O	-0.0011	-0.0049	0.0159
O	-0.005	0.0095	0.0197
O	0.0001	-0.0003	0.0286
O	0.0055	-0.0033	0.0203
O	0.0103	-0.0037	0.0275
O	0.0025	-0.004	0.0083
O	0.0028	0.0051	0.0355
O	0.0037	-0.0041	0.0293
O	-0.0053	-0.001	0.017
O	-0.0111	0.0051	0.0265
O	-0.0023	-0.0004	0.0243
O	-0.004	-0.0017	0.0236
O	0.002	0.008	0.0244
O	-0.008	-0.0073	0.0225
O	-0.0069	0.0102	0.0271
O	0.0027	-0.015	0.0197
O	0.0019	0.0082	0.0315
O	-0.0114	0	0.0299
O	-0.0025	0.0071	0.0247
O	0.0021	0.0016	0.0195
O	0.0125	-0.01	0.0311
O	0.0027	-0.0048	0.0308
O	-0.0011	-0.0002	0.0409
O	-0.0008	-0.0068	0.0294
O	0.0022	-0.0014	0.0233
O	0.0114	0	0.0277
O	-0.0026	-0.0017	0.0299
O	0.0014	0.005	0.032
O	-0.0022	-0.0046	0.0103
O	0.0038	-0.0016	0.0139
O	0.0031	-0.0062	0.0166
O	0.006	0.0014	0.0155
O	-0.006	0.0029	0.0245
O	-0.0056	-0.0072	0.0241
O	-0.0057	0.0072	0.0268
O	0.0052	-0.0022	0.015
O	-0.0025	0.0093	0.0177
O	0.0065	0.0031	0.0114
O	-0.0011	0.0027	0.0194
O	0.0045	0.006	0.0241
O	0.0015	0.0033	0.0187
O	0.0045	-0.0062	0.0238
O	-0.0036	-0.0002	0.0111
O	0.0061	0.006	0.0194
O	0.0008	0.004	0.0302
O	0.0082	0.0043	0.0219
O	-0.0034	-0.001	0.0174
O	-0.008	-0.0025	0.0202
O	0.0015	-0.0089	0.0281
O	0.0008	0.0054	0.0249
O	-0.0029	0.0001	0.0154
O	-0.0039	0.0026	0.0212
O	-0.0003	-0.0057	0.0182
O	0.0035	-0.0063	0.0177
O	0.0076	-0.0022	0.0268
O	0.0074	0.0027	0.0217
O	-0.0038	0.0089	0.0139
O	-0.0009	-0.0038	0.0201
O	0.0013	-0.0011	0.0136
O	-0.0085	-0.0019	0.0237
O	-0.0031	-0.0066	0.03
O	0.005	0.0059	0.0195
O	0.0028	0.0054	0.0264
O	-0.0017	-0.0026	0.0123
O	0.0018	0.0019	0.0148
O	-0.0004	-0.001	0.0129
O	0.0035	-0.0013	0.0125
O	0.0042	-0.0086	0.0283
O	0.0072	0.0032	0.02
O	-0.0034	-0.0017	0.0133
O	-0.0061	0.0014	0.0161
O	-0.0041	-0.0007	0.0146
O	-0.0048	-0.004	0.0248
O	0.0046	-0.0034	0.0193
O	-0.005	-0.0057	0.014
O	-0.0007	-0.0005	0.0089
O	-0.0004	0.0023	0.0139
O	-0.0013	0.0015	0.0244
O	0.0049	-0.0045	0.0258
O	-0.0016	-0.0032	0.0155
O	0.002	0.002	0.0233
O	-0.0019	-0.0002	0.0127
O	0.0016	0.002	0.0134
O	0.0077	-0.0039	0.0127
O	0.0032	-0.0009	0.0184
O	-0.0006	-0.0046	0.0282
O	-0.0016	-0.0004	0.0123
O	0.0001	0.0015	0.0176
O	-0.0018	-0.0016	0.0139
O	-0.0093	0.0005	0.0167
O	0.0029	0.0045	0.0212
O	-0.0023	0.0048	0.02
O	-0.0063	-0.0022	0.0153
O	-0.0025	0.0061	0.0214
O	0.0004	-0.0051	0.0281
O	-0.0071	-0.0057	0.0203
O	0.003	0.008	0.0191
O	0.0017	-0.001	0.0155
O	-0.0003	0.0002	0.0124
O	-0.0012	0.003	0.0163
O	-0.0009	0.0007	0.0123
O	-0.0019	-0.0038	0.0178
O	0.0007	-0.0004	0.0172
O	-0.0041	0.0009	0.0192
O	-0.0013	-0.0044	0.0135
O	0.0013	-0.0037	0.0132
O	-0.0068	-0.0067	0.0266
O	-0.0064	0.0159	0.0196
O	-0.0012	-0.0034	0.0118
O	0.0058	-0.0072	0.0265
O	0.0004	-0.0007	0.0139
O	-0.0045	-0.0045	0.0174
O	0.005	-0.0121	0.0272
O	0.0005	0.0061	0.0207
O	-0.003	-0.002	0.0186
O	-0.0017	-0.004	0.012
O	0	-0.0023	0.0136

The program warned: the cutoff lies below the one the program advises for these potential files; the forces do not sum to zero within the program's tolerance; empty levels may hold ghost states of the PAW files; the exchange-correlation potential is rough where the density is thin.
